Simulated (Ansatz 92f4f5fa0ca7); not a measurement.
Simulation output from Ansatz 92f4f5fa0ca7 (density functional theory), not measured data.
Periodic cell of 216 atoms, Si120O64H32, with a vacuum gap, from a study of silicon, its oxide and their interface. The atomic structure is a simulated model.

Settings: functional r2SCAN; potential files Ansatz PAW; basis plane waves; wave-function cutoff 800 eV; density cutoff ratio 5; exchange-correlation grid ratio 1; k mesh 1 x 1 x 1, shifted by 0.5 0.5 0 of a step; self-consistency stop 1e-11 eV per atom in the density residual; occupations fixed; spin none; net charge 0; applied field sawtooth along c, amplitude +0.015 V/angstrom in the program's sign convention, ramp centred at 0.9872 of c and 0.0256 of c wide, no dipole correction.

Cell vectors (angstrom)
a, 10.887, 0, 0
b, 0, 10.887, 0
c, 0, 0, 39.013

Atoms: element, x, y, z (angstrom)
Si, 0.3415, -0.395, 25.42
Si, 2.8514, 2.4591, 25.3005
Si, -0.3489, 5.6534, 25.31
Si, 2.5574, 8.2804, 25.2534
Si, 5.0332, 0.2348, 25.4054
Si, 7.784, 2.9652, 25.3351
Si, 5.565, 5.1474, 25.4934
Si, 8.2864, 7.8235, 25.3245
Si, 1.3667, 1.2764, 26.6957
Si, 4.0036, 3.9636, 26.7227
Si, 1.3185, 6.7538, 26.5755
Si, 3.9962, 9.4862, 26.6948
Si, 6.7014, 1.3453, 26.6408
Si, 9.4403, 4.0479, 26.6215
Si, 6.7682, 6.7321, 26.7268
Si, 9.4928, 9.429, 26.5893
Si, -0.0453, 2.686, 27.9535
Si, 2.6937, -0.049, 28.1093
Si, -0.0179, 8.113, 28.004
Si, 2.6569, 5.4077, 27.9777
Si, 5.3971, 2.6606, 28.0963
Si, 8.134, -0.035, 27.922
Si, 5.4178, 8.1547, 28.0074
Si, 8.138, 5.3821, 28.0768
Si, 1.3129, 4.0506, 29.3411
Si, 4.0684, 1.3024, 29.4464
Si, 1.3067, 9.484, 29.3996
Si, 4.0369, 6.781, 29.3354
Si, 6.7679, 4.0433, 29.4145
Si, 9.4803, 1.3318, 29.3154
Si, 6.7972, 9.515, 29.3435
Si, 9.525, 6.7593, 29.3819
Si, -0.0402, -0.0025, 30.7072
Si, 2.6942, 2.7182, 30.7196
Si, -0.0039, 5.4139, 30.7438
Si, 2.7058, 8.1403, 30.7329
Si, 5.4614, -0.0344, 30.7642
Si, 8.1546, 2.6882, 30.7338
Si, 5.4119, 5.4438, 30.7141
Si, 8.1643, 8.156, 30.7015
Si, 1.3302, 1.3648, 32.0623
Si, 4.0709, 4.0806, 32.0714
Si, 1.3605, 6.7861, 32.1002
Si, 4.0773, 9.5013, 32.0983
Si, 6.8109, 1.3459, 32.1145
Si, 9.5155, 4.0629, 32.0931
Si, 6.7903, 6.808, 32.055
Si, 9.5166, 9.5191, 32.0691
Si, 0.0068, 2.7238, 6.9448
Si, 2.7114, 0.0247, 6.9062
Si, 0.0065, 8.1838, 6.9301
Si, 2.75, 5.4472, 6.9352
Si, 5.443, 2.7403, 6.9347
Si, 8.1963, -0.0058, 6.9376
Si, 5.4668, 8.1621, 6.9392
Si, 8.1569, 5.4629, 6.912
Si, 1.3974, 4.0893, 8.2776
Si, 4.075, 1.3742, 8.2785
Si, 1.3591, 9.5772, 8.2843
Si, 4.1082, 6.813, 8.2972
Si, 6.8088, 4.1188, 8.2881
Si, 9.5467, 1.3563, 8.304
Si, 6.8449, 9.5295, 8.283
Si, 9.5226, 6.825, 8.2757
Si, 0.0233, 0.0363, 9.7084
Si, 2.7377, 2.738, 9.6682
Si, 0.0448, 5.4805, 9.5876
Si, 2.766, 8.242, 9.5968
Si, 5.4837, 0.0231, 9.5923
Si, 8.1841, 2.7454, 9.6133
Si, 5.4722, 5.4791, 9.684
Si, 8.2073, 8.2032, 9.6762
Si, 1.401, 1.3955, 11.0765
Si, 4.0986, 4.1051, 11.0189
Si, 1.3697, 6.9198, 10.9049
Si, 4.1701, 9.5581, 10.9671
Si, 6.7886, 1.4101, 10.957
Si, 9.6233, 4.0675, 10.9161
Si, 6.8484, 6.8591, 11.0353
Si, 9.5424, 9.5737, 11.0817
Si, 0.0375, 2.7686, 12.4374
Si, 2.8684, 0.0596, 12.3461
Si, 0.0892, 8.2454, 12.4097
Si, 2.7205, 5.5609, 12.227
Si, 5.4562, 2.7504, 12.3916
Si, 8.1236, 0.0829, 12.3645
Si, 5.5, 8.2268, 12.4282
Si, 8.2985, 5.4599, 12.2236
Si, 1.1841, 4.491, 13.5922
Si, 4.3225, 1.2316, 13.8283
Si, 1.8172, 9.3346, 13.6342
Si, 3.9014, 7.0003, 13.6453
Si, 7.134, 3.9238, 13.5122
Si, 9.2514, 1.6479, 13.6903
Si, 6.5594, 9.8951, 13.759
Si, 9.8111, 6.6033, 13.5994
Si, 23.0058, -3.6666, 17.8717
Si, 30.1127, 23.1449, 22.681
Si, -19.5424, 37.1695, 18.4041
Si, -24.7495, -24.7016, 15.7898
Si, 10.9904, 11.2939, 22.4753
Si, 41.4475, 24.5185, 18.5531
Si, -21.9343, -17.5685, 20.4419
Si, -1.3454, 20.1606, 20.8228
Si, -4.7121, 37.0183, 18.4286
Si, 4.3121, 14.2634, 20.2322
Si, 23.2182, -6.5766, 23.0911
Si, 12.2714, 42.4735, 16.573
Si, -2.2618, -4.3864, 20.9209
Si, -17.9642, -26.2692, 23.1219
Si, -16.0156, -16.0655, 15.7529
Si, -8.4781, 24.5808, 15.82
Si, 40.0508, 0.6716, 20.1669
Si, -4.0881, 20.5307, 23.2869
Si, 2.793, 20.3423, 19.0517
Si, -8.0848, -10.1884, 21.1325
Si, 5.0844, 9.9241, 20.8311
Si, 31.1414, 7.689, 18.4453
Si, -0.294, 1.2802, 16.4021
Si, -5.0988, -27.0913, 21.1231
O, 7.4332, 8.3639, 24.035
O, 3.9729, 12.2394, 24.8128
O, -13.849, 1.4176, 18.8624
O, 4.0057, 21.5938, 21.7612
O, -11.9621, 2.3214, 17.3696
O, 2.1241, 14.9514, 14.8539
O, -31.8911, 47.3126, 21.7124
O, 14.3269, 2.1141, 20.6911
O, 16.8084, 0.0739, 19.9091
O, -4.9311, -16.2051, 19.5028
O, 7.3133, 5.8584, 21.6394
O, 19.2573, -22.3215, 20.5544
O, 5.1407, 4.0923, 21.4512
O, 10.6048, -4.1878, 18.1144
O, -10.8564, 16.4087, 14.1601
O, -8.1563, 20.8634, 17.4941
O, 4.2318, -1.8191, 19.7278
O, -19.6006, 5.9335, 17.629
O, 7.3208, 12.5661, 21.4548
O, -1.8762, -2.9508, 21.591
O, 12.4805, 0.9252, 22.165
O, 53.1434, 24.9516, 19.8902
O, 21.6248, 9.8933, 21.7052
O, -17.3392, 38.9191, 15.0067
O, 3.3117, 4.4869, 19.5993
O, 20.7148, -9.452, 22.036
O, -8.3167, 5.4226, 22.7476
O, 9.4161, -25.913, 24.8024
O, 16.4925, 21.1852, 24.1349
O, 18.202, 9.2799, 15.0759
O, 22.5792, 26.1088, 19.1472
O, 9.0108, 7.2369, 14.8624
O, 3.622, 1.9186, 15.1691
O, -0.9647, 5.5258, 20.9531
O, 13.1011, -11.0479, 19.8867
O, 11.0668, -10.995, 17.1179
O, -13.794, -0.1291, 23.2181
O, 2.829, 19.027, 14.1183
O, 10.0339, 19.7507, 19.3421
O, -1.1953, 0.945, 15.0987
O, 19.1674, 24.1913, 23.8864
O, -14.0451, -6.956, 18.1511
O, 3.2141, -3.1514, 23.8353
O, 6.1283, -1.679, 21.8574
O, 5.4047, 3.0572, 19.0598
O, -20.7157, -24.4363, 16.6117
O, 8.6364, 19.2311, 17.1759
O, -9.4574, 31.1719, 24.8549
O, 12.7719, 29.8788, 19.0845
O, 5.4309, -6.0174, 17.0892
O, -9.361, -0.7162, 15.0098
O, 32.5097, 11.2136, 24.0596
O, 0.2631, 4.9804, 23.9625
O, 26.4997, -4.2576, 21.7842
O, 11.9402, 1.958, 15.8493
O, 17.5783, 4.1083, 24.9343
O, -2.7093, -8.0738, 14.1082
O, -8.7342, 3.1395, 23.9769
O, -19.1296, 3.3541, 17.3317
O, -6.0752, 16.6136, 24.1853
O, -16.3338, -10.7838, 14.2973
O, -4.1852, 17.8426, 16.127
O, -4.3515, -6.193, 14.7948
O, -24.3423, 28.631, 19.3549
H, 2.1643, 0.5555, 32.9948
H, 0.5194, 2.1974, 32.9948
H, 3.2632, 4.9162, 33.0039
H, 4.9023, 3.2685, 33.0039
H, 0.5518, 7.6208, 33.0326
H, 2.1974, 5.9797, 33.0326
H, 4.9141, 8.6948, 33.0307
H, 3.2688, 10.3362, 33.0307
H, 7.6428, 0.5343, 33.047
H, 5.9971, 2.1755, 33.047
H, 8.7061, 4.8969, 33.0255
H, 10.3491, 3.253, 33.0255
H, 5.978, 7.6391, 32.9874
H, 7.6186, 5.9927, 32.9874
H, 10.3509, 8.71, 33.0016
H, 8.7077, 10.3536, 33.0016
H, -0.8268, 3.5336, 6.0123
H, 0.8176, 1.8912, 6.0123
H, 3.5199, -0.8101, 5.9738
H, 1.8773, 0.834, 5.9738
H, 0.8151, 7.3491, 5.9977
H, -0.8278, 8.9929, 5.9977
H, 3.5577, 4.6115, 6.0028
H, 1.9131, 6.2536, 6.0028
H, 4.6116, 3.5524, 6.0023
H, 6.2568, 1.9107, 6.0023
H, 7.3644, 0.8058, 6.0052
H, 9.0052, -0.8403, 6.0052
H, 4.63, 8.9686, 6.0067
H, 6.2792, 7.331, 6.0067
H, 8.9663, 4.6288, 5.9796
H, 7.3286, 6.2781, 5.9796

Results
free energy: -113760.346 eV
free energy less fixed offsets of H -15.71, O -570.45, Si -639.56 eV per atom: -1.626 eV

Forces (eV/angstrom), in the order of the atoms: element, x, y, z
Si, 0.0008, -0.0006, 0.0225
Si, 0.0031, -0.0037, 0.0218
Si, -0.0009, 0.0022, 0.0202
Si, -0.0027, 0.0071, 0.0301
Si, 0.0022, 0.0012, 0.0198
Si, -0.0031, 0.0033, 0.0284
Si, 0.0045, -0.0013, 0.0162
Si, 0.0035, -0.0003, 0.0243
Si, 0.0026, -0.0086, -0.0151
Si, 0.0078, -0.005, -0.0096
Si, -0.0069, 0.0038, -0.0176
Si, -0.005, 0.0038, -0.016
Si, -0.0053, 0.0046, -0.013
Si, -0.0059, 0.0029, -0.0112
Si, 0.0012, -0.0073, -0.011
Si, 0.0054, -0.0049, -0.0173
Si, 0.0032, 0.0046, 0.0111
Si, 0.0048, 0.0015, 0.0051
Si, -0.0005, -0.0013, 0.0052
Si, 0.0007, 0.0001, 0.0106
Si, -0.0008, -0.0011, 0.0053
Si, -0.0046, 0, 0.0121
Si, 0.0014, 0.0033, 0.0123
Si, 0.002, 0.0032, 0.0058
Si, -0.0113, -0.0095, 0.0161
Si, -0.0022, -0.003, 0.005
Si, -0.003, -0.0045, 0.0184
Si, 0.001, -0.004, 0.0177
Si, -0.0105, -0.0058, 0.015
Si, -0.0029, -0.0063, 0.0267
Si, -0.0082, 0.0007, 0.0149
Si, -0.0003, -0.0024, 0.0142
Si, 0.006, 0.0024, 0.1722
Si, 0.0182, -0.0074, 0.1679
Si, -0.0017, 0.0081, 0.1838
Si, -0.0076, 0.0115, 0.1894
Si, 0.0042, -0.0045, 0.1899
Si, 0.01, 0.0046, 0.1903
Si, 0.0031, 0.0065, 0.1704
Si, 0.0037, -0.0048, 0.1684
Si, -0.0057, -0.0213, 0.3076
Si, -0.089, 0.0263, 0.3191
Si, 0.0153, -0.0615, 0.2946
Si, 0.0451, -0.0316, 0.288
Si, 0.0228, -0.0844, 0.3317
Si, 0.018, -0.0215, 0.2788
Si, -0.0069, 0.0084, 0.2767
Si, -0.069, 0.0361, 0.32
Si, 0.0329, 0.0171, -0.2624
Si, -0.034, 0.0591, -0.2934
Si, -0.0238, 0.0173, -0.2234
Si, 0.0263, -0.0216, -0.3531
Si, -0.0141, 0.0147, -0.2252
Si, 0.0281, -0.004, -0.3752
Si, 0.0382, 0.0142, -0.2855
Si, 0.0149, 0.0465, -0.2646
Si, -0.0177, 0.0019, -0.1767
Si, 0.0186, -0.0071, -0.1888
Si, -0.005, -0.0091, -0.1916
Si, -0.0224, 0.0231, -0.1775
Si, 0.0096, -0.0272, -0.1864
Si, -0.0148, 0.0214, -0.1769
Si, -0.0125, -0.006, -0.1804
Si, 0.0123, -0.0104, -0.1838
Si, 0.0057, -0.0014, -0.0258
Si, 0.0043, 0.0054, -0.0224
Si, 0.0049, 0.0066, -0.0053
Si, 0.0007, -0.0022, -0.0102
Si, 0.0017, 0.0074, -0.0124
Si, 0.0032, 0.0077, -0.0096
Si, 0.0102, 0.0059, -0.0217
Si, 0.0083, 0.0064, -0.0204
Si, -0.0018, 0.006, -0.0083
Si, -0.0028, -0.0021, -0.0146
Si, -0.0026, -0.0059, -0.0028
Si, 0.0013, -0.0012, -0.0056
Si, 0.0016, -0.0004, -0.008
Si, 0.0006, 0.0034, -0.0049
Si, 0.0006, 0.0017, -0.0166
Si, -0.0034, -0.0057, -0.0071
Si, -0.0063, 0.0086, 0.0132
Si, 0.0061, -0.0058, 0.0139
Si, 0.0082, -0.0057, 0.0071
Si, -0.0044, 0.0089, 0.0102
Si, 0.0116, -0.0022, 0.0076
Si, -0.0048, 0.0077, 0.0172
Si, -0.0066, 0.0058, 0.0086
Si, 0.0076, -0.0053, 0.0093
Si, 0.0053, -0.0036, 0.007
Si, -0.0047, 0.0008, 0.0055
Si, -0.0034, 0.0028, 0.0102
Si, -0.0006, -0.0045, 0.0069
Si, -0.0013, 0.0063, 0.0073
Si, 0.001, -0.0039, 0.0085
Si, 0.0074, -0.0037, 0.0046
Si, -0.0061, 0.0028, 0.0057
Si, 0.0003, -0.0009, 0.0258
Si, 0.0018, 0.0017, 0.0371
Si, -0.001, 0.004, 0.0357
Si, 0.0047, -0.0025, 0.0312
Si, -0.0025, 0.0038, 0.056
Si, -0.0055, -0.0006, 0.0316
Si, 0.0041, 0.0001, 0.0361
Si, 0.0009, 0.0067, 0.0327
Si, 0.0022, -0.005, 0.0374
Si, 0.0007, -0.0032, 0.0251
Si, 0.0019, 0.0025, 0.0325
Si, 0.0022, -0.006, 0.0326
Si, -0.0017, 0, 0.0286
Si, -0.0017, 0.0019, 0.0365
Si, 0.0025, -0.0044, 0.0319
Si, -0.0077, 0.0038, 0.0341
Si, -0.0012, -0.0021, 0.0301
Si, -0.0026, -0.0001, 0.0321
Si, 0.008, 0.0046, 0.0308
Si, -0.0014, 0.0016, 0.029
Si, 0.0051, -0.0016, 0.0362
Si, 0.0023, -0.0007, 0.0384
Si, -0.0023, 0.0066, 0.0378
Si, -0.0042, 0.0075, 0.0625
O, -0.0043, 0.0055, -0.016
O, -0.0005, -0.0002, -0.0001
O, 0.005, 0.0097, -0.0208
O, -0.0019, 0.0002, -0.0107
O, 0.0109, -0.0071, -0.0207
O, -0.0048, 0.0052, -0.0222
O, -0.0083, -0.0009, -0.0248
O, 0.0027, 0.0055, -0.0046
O, 0.0001, 0.001, -0.0094
O, -0.0001, -0.0056, -0.004
O, 0.0024, 0.0002, -0.0122
O, -0.0001, 0, -0.0192
O, -0.0011, -0.0027, -0.0134
O, 0.003, 0.001, -0.0084
O, 0.0016, -0.0002, -0.0069
O, -0.0069, 0.0025, -0.0217
O, -0.0082, -0.0027, -0.0192
O, 0.0001, 0.0018, -0.0129
O, -0.0025, -0.0024, -0.0181
O, 0.0002, -0.0023, -0.0134
O, 0.0083, -0.0004, -0.0109
O, -0.0044, -0.0031, -0.0176
O, -0.0042, -0.0067, -0.0142
O, -0.0058, 0.0067, -0.0161
O, -0.0045, 0.0033, -0.0158
O, 0.0019, 0.0006, -0.0108
O, -0.0003, -0.0006, -0.0196
O, -0.0006, -0.0004, -0.0031
O, 0.0072, -0.0056, -0.0187
O, -0.008, 0.0104, -0.0233
O, 0.008, 0.0015, -0.0161
O, 0.0081, -0.0049, -0.0259
O, 0.0114, -0.009, -0.0231
O, -0.0004, -0.0012, -0.0178
O, -0.0011, -0.0082, -0.0175
O, -0.0005, 0.0025, -0.0091
O, 0.0036, 0.0035, -0.0126
O, 0.0008, 0.0025, -0.0142
O, -0.0004, -0.005, -0.0195
O, -0.0042, 0.0034, -0.0221
O, 0.003, -0.0087, -0.0222
O, -0.0005, 0.0018, -0.0137
O, 0.0039, -0.0055, -0.0132
O, -0.0068, 0.0009, -0.0225
O, 0.0043, 0.0037, -0.0179
O, -0.0001, 0.0063, -0.0094
O, -0.0086, 0.0014, -0.0293
O, -0.0002, -0.0002, -0.0149
O, -0.0019, -0.0035, -0.003
O, -0.003, 0.0095, -0.026
O, 0.0021, -0.0026, -0.0256
O, -0.0042, 0.0019, -0.0166
O, 0.0053, -0.0053, -0.0174
O, 0.0084, -0.0033, -0.019
O, 0.0041, 0.0023, -0.0098
O, -0.0002, -0.0022, -0.0087
O, -0.0006, 0.0011, -0.0122
O, -0.0054, 0.006, -0.0166
O, 0.0016, -0.0092, -0.0252
O, -0.0075, 0.0068, -0.0204
O, -0.0011, 0.0005, -0.0079
O, -0.0002, 0.0013, -0.0173
O, 0.0053, -0.0065, -0.0183
O, 0.0034, 0.0046, -0.0257
H, -0.2858, 0.2137, -0.2909
H, 0.3006, -0.3752, -0.2649
H, 0.2995, -0.3549, -0.2572
H, -0.2904, 0.2392, -0.3082
H, 0.2425, -0.307, -0.2789
H, -0.3495, 0.2976, -0.2512
H, -0.4043, 0.2681, -0.2291
H, 0.2305, -0.2621, -0.2864
H, -0.3274, 0.3176, -0.2368
H, 0.2563, -0.2775, -0.2817
H, 0.2238, -0.3091, -0.2781
H, -0.3621, 0.3144, -0.2424
H, 0.3313, -0.3244, -0.2759
H, -0.2925, 0.2465, -0.2912
H, -0.2806, 0.2668, -0.2997
H, 0.2666, -0.3716, -0.2657
H, 0.2786, -0.2541, 0.2889
H, -0.3185, 0.3478, 0.2594
H, -0.2386, 0.2441, 0.2853
H, 0.3866, -0.2915, 0.2278
H, -0.2183, 0.2987, 0.2874
H, 0.3704, -0.313, 0.2403
H, -0.2819, 0.3971, 0.2399
H, 0.2902, -0.2343, 0.2783
H, 0.3614, -0.3178, 0.2453
H, -0.2216, 0.2706, 0.2859
H, 0.2848, -0.2113, 0.2754
H, -0.3127, 0.378, 0.239
H, 0.2753, -0.211, 0.2926
H, -0.3328, 0.3694, 0.2492
H, -0.235, 0.2888, 0.278
H, 0.356, -0.3366, 0.2437

The program warned: the cutoff lies below the one the program advises for these potential files; the forces do not sum to zero within the program's tolerance; empty levels may hold ghost states of the PAW files; the exchange-correlation potential is rough where the density is thin.
